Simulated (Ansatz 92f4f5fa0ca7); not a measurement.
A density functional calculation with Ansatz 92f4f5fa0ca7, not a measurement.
Periodic cell of 256 atoms, Si134O86H32N4, with a vacuum gap, from a study of silicon, its oxide and their interface. The atomic structure is a simulated model.

Settings
functional: r2SCAN
potential files: Ansatz PAW
basis: plane waves
wave-function cutoff: 800 eV
density cutoff ratio: 5
exchange-correlation grid ratio: 1
k mesh: 1 x 1 x 1, shifted by 0.5 0.5 0 of a step
self-consistency stop: 1e-11 eV per atom in the density residual
occupations: fixed
spin: none
net charge: 0
applied field: sawtooth along c, amplitude -0.015 V/angstrom in the program's sign convention, ramp centred at 0.9887 of c and 0.0226 of c wide, no dipole correction

Cell vectors (angstrom)
a, 10.88, 0, 0
b, 0, 10.88, 0
c, 0, 0, 44.3255

Atoms and the computed forces on them: element, x, y, z (angstrom), force x, y, z (eV/angstrom)
Si, 0.2833, -0.294, 30.5971, -0.0056, 0.0023, -0.0037
Si, 2.9843, 2.5065, 30.5668, -0.0033, -0.0018, -0.0117
Si, -0.2249, 5.6563, 30.6812, 0.0014, -0.0064, -0.0072
Si, 2.436, 8.2985, 30.624, -0.0014, -0.0085, -0.0166
Si, 5.2243, 0.3328, 30.7172, 0.0111, 0.0036, -0.0153
Si, 8.0091, 2.8288, 30.8136, -0.0006, -0.0057, -0.0152
Si, 5.8726, 5.107, 30.6657, -0.0055, -0.0036, -0.0127
Si, 8.6052, 7.9905, 30.7292, 0.0018, 0.0111, -0.0161
Si, 1.4184, 1.3308, 31.8832, 0.0047, 0.0008, -0.0121
Si, 4.1403, 4.0795, 31.9024, 0.005, -0.0018, -0.0141
Si, 1.3402, 6.7903, 32.0249, -0.006, 0.001, -0.0149
Si, 4.0719, 9.4992, 31.8514, -0.0025, 0.0071, -0.0092
Si, 6.7776, 1.3592, 32.1269, -0.005, 0.0028, -0.0157
Si, 9.5486, 4.0831, 32.0249, -0.0035, 0.0032, -0.0137
Si, 6.9213, 6.8027, 31.9099, 0.006, -0.0041, -0.0117
Si, 9.6683, 9.5193, 32.0884, 0.0018, -0.0051, -0.0155
Si, 0.0583, 2.6839, 33.2817, -0.0011, -0.0054, 0.0098
Si, 2.7461, -0.0286, 33.2932, -0.0029, 0.0011, 0.0045
Si, 0.0654, 8.1423, 33.4635, -0.0052, 0.0065, 0.0056
Si, 2.7666, 5.4203, 33.2817, 0.0012, -0.0047, 0.0113
Si, 5.4276, 2.7616, 33.4107, 0.0063, -0.0039, 0.0013
Si, 8.1893, -0.0383, 33.3625, 0.0046, 0.0008, 0.0139
Si, 5.4722, 8.1478, 33.2084, 0.002, -0.0047, 0.0087
Si, 8.197, 5.4551, 33.3762, 0.0008, -0.0045, 0.0067
Si, 1.4009, 4.0513, 34.6498, -0.0198, -0.005, 0.0177
Si, 4.0669, 1.3387, 34.6852, 0.0088, 0.0134, 0.0168
Si, 1.4218, 9.5395, 34.7294, -0.011, 0.0049, 0.0188
Si, 4.1273, 6.8077, 34.6262, -0.0114, -0.0142, 0.0209
Si, 6.815, 4.1155, 34.7221, 0.0012, -0.0035, 0.0113
Si, 9.5491, 1.3636, 34.6762, 0.0073, 0.0084, 0.0116
Si, 6.7937, 9.4683, 34.6594, 0.0244, 0.0301, 0.026
Si, 9.5399, 6.7839, 34.7475, 0.0017, -0.0042, 0.0206
Si, 0.0099, -0.0025, 36.0521, -0.026, 0.0138, 0.1706
Si, 2.7103, 2.689, 36.0446, -0.0062, 0.0064, 0.1829
Si, 0.0317, 5.4009, 36.0409, 0.0305, -0.019, 0.1751
Si, 2.7847, 8.1629, 36.0291, 0.0096, -0.0004, 0.1953
Si, 5.4356, -0.0284, 36.0172, 0.0142, -0.0205, 0.1853
Si, 8.1761, 2.7276, 36.0415, 0.0375, -0.0425, 0.1682
Si, 5.4497, 5.462, 36.0521, -0.0163, 0.0058, 0.188
Si, 8.1367, 8.1262, 36.0537, -0.0082, -0.0018, 0.194
Si, 1.3395, 1.3625, 37.4275, 0.0185, -0.0419, 0.3018
Si, 4.0831, 4.0649, 37.3641, -0.0598, 0.0338, 0.3488
Si, 1.3938, 6.803, 37.3461, 0.0123, -0.168, 0.375
Si, 4.0861, 9.5268, 37.4307, 0.159, -0.1393, 0.2072
Si, 6.7841, 1.3488, 37.3563, 0.1671, -0.0233, 0.3029
Si, 9.5306, 4.073, 37.4242, 0.0748, -0.0813, 0.2291
Si, 6.8056, 6.7827, 37.4468, -0.1174, 0.0817, 0.2947
Si, 9.496, 9.5054, 37.3683, 0.0871, 0.0807, 0.3879
Si, -0.0286, 2.7008, 6.9742, -0.0257, 0.0422, -0.2804
Si, 2.6884, 0.008, 6.9766, -0.1472, 0.1329, -0.1351
Si, -0.0015, 8.1425, 6.8721, -0.0417, 0.0539, -0.3613
Si, 2.7187, 5.4253, 6.8731, -0.0225, 0.0142, -0.516
Si, 5.4176, 2.6935, 6.9131, -0.0392, 0.0327, -0.2209
Si, 8.1304, -0.0089, 6.8838, -0.0438, 0.0486, -0.4608
Si, 5.443, 8.1571, 6.9501, -0.0382, -0.052, -0.4501
Si, 8.1721, 5.4184, 6.997, -0.0067, -0.0278, -0.0769
Si, 1.3609, 4.1051, 8.2517, 0.0027, -0.0237, -0.1858
Si, 4.0393, 1.398, 8.3363, -0.015, 0.0157, -0.1659
Si, 1.2452, 9.5386, 8.2801, -0.0105, 0.0263, -0.1805
Si, 4.0568, 6.7676, 8.2366, 0.0073, 0.0046, -0.1747
Si, 6.7818, 4.0009, 8.3031, 0.0028, 0.0189, -0.1696
Si, 9.4401, 1.3247, 8.2841, 0.0063, 0.0163, -0.1977
Si, 6.798, 9.5398, 8.2725, -0.0047, 0.0042, -0.1881
Si, 9.5966, 6.799, 8.3086, -0.0261, -0.0061, -0.1784
Si, -0.1359, 0.0074, 9.7036, 0.0124, -0.0157, -0.0266
Si, 2.6603, 2.813, 9.686, 0.0001, -0.009, -0.0191
Si, 0.0489, 5.3877, 9.6964, 0.0134, 0.0175, -0.0261
Si, 2.6059, 8.1022, 9.5047, 0.0115, -0.002, -0.012
Si, 5.4173, -0.0023, 9.6383, -0.0003, -0.0111, -0.0165
Si, 8.0929, 2.608, 9.7094, -0.0085, 0.0046, -0.0185
Si, 5.4035, 5.3909, 9.5906, -0.0107, -0.0049, -0.0161
Si, 8.2569, 8.2514, 9.5821, -0.0137, -0.0171, -0.0216
Si, 1.1661, 1.4916, 10.9642, 0.0072, 0.0004, -0.0113
Si, 4.0266, 4.1598, 11.0885, -0.0016, 0.0079, -0.0085
Si, 1.4146, 6.7971, 11.0392, 0.0046, 0.0025, -0.0082
Si, 3.9264, 9.4826, 10.7742, 0.0057, -0.0196, -0.0112
Si, 6.7217, 1.2631, 11.1537, 0.0005, -0.0002, -0.0086
Si, 9.5477, 3.9444, 10.9834, -0.0079, -0.0039, -0.0103
Si, 6.9212, 6.7641, 10.7042, -0.0173, 0.0165, -0.0104
Si, 9.3966, 9.5864, 11.1991, -0.002, 0.0015, -0.0085
Si, -0.1402, 2.6627, 12.6157, 0.0043, 0.0068, 0.0192
Si, 2.5468, 0.0408, 12.0434, -0.0079, 0.0001, 0.0189
Si, -0.0364, 8.113, 12.3365, 0.0053, -0.0011, 0.0101
Si, 2.8208, 5.605, 12.579, 0, -0.0015, 0.0234
Si, 5.318, 2.7038, 12.4024, 0.002, 0.001, 0.0156
Si, 7.9225, -0.0778, 12.7902, -0.0043, 0.0012, 0.0161
Si, 5.4263, 8.0505, 11.8386, -0.0012, 0.0011, 0.0332
Si, 8.1759, 5.3963, 12.1292, 0.0008, 0.0004, 0.0195
Si, 1.1046, 4.387, 13.6965, -0.0031, -0.0015, -0.0263
Si, 3.9637, 1.1175, 13.5166, 0.0058, -0.006, -0.0241
Si, 1.2887, 9.6248, 13.4883, 0.0028, -0.0038, -0.0348
Si, 4.8123, 6.7178, 13.6234, -0.0087, 0.0067, -0.0303
Si, 6.7969, 4.1394, 13.4973, -0.0058, 0.0045, -0.0146
Si, 8.9655, 1.6647, 14.2139, 0.0041, 0.0066, -0.0449
Si, 5.9252, 9.4425, 13.5918, 0.0031, -0.0086, -0.0374
Si, 9.6587, 6.497, 13.5467, 0.0047, -0.0022, -0.0315
Si, 0.5536, 6.5631, 17.9407, 0.0009, 0.0041, -0.0287
Si, -1.5851, 7.5161, 16.3037, -0.0039, 0.0066, -0.042
Si, 7.9052, 3.6193, 20.4592, 0.0033, 0.0061, -0.0556
Si, 3.6797, 8.9296, 15.4586, 0.0096, -0.009, -0.0517
Si, 1.8207, 9.1008, 17.8253, -0.0048, -0.0019, -0.0402
Si, -0.4164, -0.51, 16.0103, -0.0031, 0.0055, -0.038
Si, 4.3687, 8.5865, 19.0759, -0.0138, -0.0034, -0.0549
Si, 5.341, 10.5441, 17.2185, -0.0004, -0.0047, -0.0493
Si, 4.3088, 12.1613, 19.6636, -0.0031, 0.0022, -0.0492
Si, -2.7111, 11.5385, 20.0428, 0.0016, -0.0007, -0.0546
Si, 7.8069, 3.5811, 16.2467, -0.0014, -0.0075, -0.0532
Si, -0.3883, 13.1821, 20.7797, -0.009, -0.0019, -0.0507
Si, 2.7482, 2.8109, 15.8159, -0.0033, 0.0042, -0.0514
Si, 16.5567, 9.9808, 21.2482, 0.0009, 0.0042, -0.0564
Si, 3.2455, 6.6905, 17.3584, -0.0002, 0.0057, -0.0389
Si, -1.5823, 9.0137, 24.6486, 0.0032, -0.0055, -0.04
Si, -2.845, 11.6687, 17.0138, 0.0089, 0.0058, -0.0484
Si, 1.2421, -0.3881, 24.3881, 0.0014, 0.007, -0.0353
Si, -5.8532, 1.482, 25.5254, -0.0081, 0.0047, -0.0379
Si, 4.2178, 4.1738, 19.7689, -0.004, -0.0015, -0.0566
Si, 0.959, 13.5058, 23.5507, -0.0014, -0.0024, -0.05
Si, -1.9952, -5.4651, 18.1612, 0.0075, 0.0086, -0.0502
Si, 4.1284, -0.664, 23.7614, 0.0128, -0.0053, -0.0545
Si, 10.1569, 5.0826, 24.5959, -0.0042, -0.0094, -0.0343
Si, 3.3785, -0.6948, 26.3911, -0.0009, 0.0108, -0.0526
Si, 7.7914, 11.0972, 26.3208, -0.0044, 0.0015, -0.0515
Si, -1.1554, 1.5052, 28.482, -0.0028, 0.0003, -0.0399
Si, -5.1069, 5.0737, 22.0978, -0.0007, -0.0088, -0.0566
Si, -2.6159, 6.5759, 26.1266, 0.0056, -0.0006, -0.0492
Si, 5.8695, 6.7723, 28.1269, 0.0114, 0.0045, -0.0418
Si, 1.8284, -5.2255, 26.0062, 0.0029, -0.0006, -0.0506
Si, 3.7743, 3.995, 24.4019, 0.0072, -0.0041, -0.0423
Si, -5.8632, 4.5841, 16.7721, -0.0004, 0.0022, -0.0603
Si, 11.909, 3.7803, 28.4297, -0.0008, 0.0014, -0.0502
Si, 3.2187, 7.623, 27.7592, -0.0038, 0.0065, -0.0522
Si, -8.9702, 2.6189, 18.8697, 0.0051, 0.0021, -0.0347
Si, -2.9595, 6.7391, 23.4264, -0.0106, -0.0055, -0.0471
Si, 6.8642, 9.4801, 28.7551, -0.003, -0.0017, -0.0369
O, -0.3951, 0.2779, 29.2215, 0.0087, -0.008, 0.0271
O, 2.0309, -3.8503, 26.8385, 0.0047, 0.0077, 0.0205
O, 0.4001, 4.9505, 29.3524, -0.0095, 0.0113, 0.0314
O, 3.3583, -1.6451, 27.6706, -0.0003, -0.0119, 0.0255
O, -1.2702, 6.8179, 30.1551, -0.002, -0.0009, 0.0137
O, -2.2494, 2.1096, 29.4976, -0.0067, 0.0081, 0.0266
O, 5.8913, 8.2036, 28.8827, 0.0024, 0.0035, 0.0209
O, 4.1306, 12.2893, 30.1224, 0.0005, -0.0046, 0.0087
O, 6.1383, -0.1574, 29.46, -0.0115, 0.0071, 0.0198
O, -4.1723, -4.4784, 22.393, 0.011, 0.0078, 0.0222
O, -0.2041, -7.2876, 24.1873, -0.0049, 0.0086, 0.022
O, 13.18, 3.126, 29.2084, 0.0131, -0.0084, 0.0296
O, 2.4704, 3.2188, 23.7573, 0.0061, 0.0032, 0.0176
O, 6.9233, 3.9197, 30.2884, -0.0005, 0.0062, 0.0046
O, 9.192, 7.9254, 25.8943, -0.0008, -0.0064, 0.0217
O, 8.223, 8.9825, 29.4729, 0.0078, -0.0117, 0.0211
O, -0.1046, 5.4257, 14.089, -0.0018, 0.0078, 0.0071
O, 2.9936, 9.5151, 18.9191, 0.0096, 0.0022, 0.024
O, 6.8981, 3.9978, 21.6513, -0.0099, 0.0079, 0.028
O, 0.2699, -0.5199, 14.5474, -0.01, 0.006, 0.0316
O, 2.5711, 9.0749, 14.3023, 0.0097, -0.0114, 0.0263
O, -7.8647, 12.448, 14.7984, -0.0036, 0.0084, 0.0202
O, 16.3451, -1.7414, 18.01, -0.002, -0.0053, 0.026
N, 5.0407, 8.2056, 14.6642, -0.005, 0.0089, 0.0384
O, 1.9417, -5.1015, 17.6754, -0.0033, -0.0022, 0.011
O, -0.5117, 5.6928, 18.7896, -0.0016, -0.0056, 0.0096
O, 5.8025, 5.427, 14.0075, 0.0035, -0.0037, 0.0064
N, 9.348, 0.8437, 15.8595, -0.0035, -0.0025, 0.0284
O, 3.9759, 17.9294, 18.773, 0.0082, 0.0038, 0.0201
O, -10.0401, 10.2223, 17.1161, 0.0096, -0.0032, 0.0199
N, 7.9056, 13.9925, 14.5967, -0.0008, 0.0003, 0.0266
O, 6.7449, -0.0527, 16.4608, -0.0007, 0.0024, 0.018
O, 5.1525, 8.6552, 20.4773, 0.0109, 0.0076, 0.0345
O, -1.4375, 20.0104, 16.3477, -0.0044, 0.0005, 0.0148
O, -2.0847, 7.0721, 14.8312, -0.0026, 0.004, 0.0296
O, 4.2513, 5.949, 16.3399, -0.0005, 0.0003, 0.0182
O, 4.1227, -0.5386, 16.1769, 0.0071, 0.0107, 0.0225
O, -4.3176, -6.2757, 16.3807, 0.0007, 0.0023, 0.0108
O, -0.0974, 6.8989, 16.4945, 0.0064, -0.0045, 0.0225
O, 9.0572, 4.3792, 16.9098, 0.0014, 0.009, 0.0223
O, 7.518, 2.3069, 17.1869, -0.0019, -0.0044, 0.0195
N, 2.7569, 8.1613, 16.6844, -0.0095, -0.0014, 0.0364
O, -1.2512, 11.7766, 20.7515, 0.0083, 0.0039, 0.0196
O, 5.0604, 10.8163, 13.8518, -0.005, 0.0006, 0.0197
O, 2.7121, 12.2228, 19.455, 0.0033, -0.003, 0.0184
O, -2.9742, 4.7676, 19.2844, -0.0097, -0.0113, 0.0337
O, 2.5188, 10.1641, 23.3697, -0.0053, -0.0001, 0.0195
O, -8.261, 3.949, 19.5277, 0.0047, 0.0048, 0.0172
O, 1.7624, 3.8607, 15.0974, 0.0092, -0.0091, 0.0262
O, -1.6494, -5.624, 25.9572, -0.0039, 0.0016, 0.0233
O, -2.4674, 11.0761, 18.4909, -0.0004, 0.0006, 0.0432
O, 4.6592, 11.1579, 20.8493, 0.0053, -0.0116, 0.0322
O, 8.3967, 6.8529, 17.5066, -0.0025, -0.0072, 0.0196
O, 4.7005, 5.2473, 20.8795, 0.0125, 0.0092, 0.0303
O, 4.1384, 0.715, 26.6678, -0.0016, -0.0056, 0.0202
O, -2.317, -2.6262, 23.3772, 0.0068, 0.0034, 0.0278
O, -8.8281, -8.3574, 17.2515, -0.0036, -0.0028, 0.0468
O, -0.0512, 9.4878, 24.2801, -0.0033, -0.0023, 0.0077
O, 1.8509, 10.3995, 25.8926, 0.0067, -0.0032, 0.0225
O, -10.0936, 12.0323, 24.1925, 0.0001, -0.0106, 0.0229
O, -6.6256, 3.3661, 16.0549, 0.0054, 0.0062, 0.0226
O, 7.1966, 10.4729, 20.8462, -0.0069, -0.0047, 0.0228
O, -1.4506, -7.3741, 20.9866, 0.0059, -0.0001, 0.0128
O, 0.6969, 2.4157, 21.9613, 0.0121, 0.0022, 0.0419
O, -2.4064, -0.5214, 25.0466, -0.0062, 0.01, 0.022
O, 4.7979, 2.7258, 20.1811, 0.0045, 0.0023, 0.0139
O, -5.9717, 4.5185, 18.3624, -0.0027, -0.0044, 0.0401
O, 4.5789, 0.8702, 24.0802, 0.002, 0.0053, 0.0236
O, 0.8878, 8.0088, 18.6162, -0.0027, -0.0005, 0.0064
O, 2.9309, 7.3904, 29.3407, -0.0062, 0.007, 0.0409
O, -6.0046, 4.5449, 23.3374, -0.0142, -0.007, 0.0372
O, -4.2708, 1.2317, 25.8319, 0.0109, -0.0055, 0.0178
O, 3.1756, 5.2585, 25.2066, -0.0098, 0.0082, 0.0223
O, -3.5487, 6.5332, 27.4477, -0.0181, 0.0001, 0.0267
O, 5.0408, 11.7418, 18.2714, -0.0056, 0.0108, 0.03
O, -1.6546, 5.7196, 23.401, 0.0071, -0.0017, 0.0251
O, 4.6046, 3.038, 25.4315, 0.0032, -0.0052, 0.019
O, 5.2891, 9.6434, 22.7877, -0.0129, 0.0014, 0.0437
O, 8.9395, 11.8852, 27.1554, 0.013, 0.0067, 0.0305
O, 4.5614, 6.8927, 27.189, 0.0036, -0.0015, 0.025
O, 7.2246, 17.4361, 24.8824, 0, 0.0001, 0.0282
O, -3.4, 2.1262, 19.9796, 0.0002, 0.0046, 0.0176
O, -0.0681, 2.6382, 28.1021, -0.0002, -0.0017, 0.0143
O, 1.3514, -1.4497, 30.114, 0.0063, -0.0028, 0.0115
O, 1.4784, 4.4342, 27.0224, -0.0054, -0.0119, 0.0393
O, 0.6397, 5.9062, 24.9271, 0.009, 0.0019, 0.0169
O, 5.4807, -5.2521, 29.1773, -0.0006, -0.0141, 0.0333
O, 4.2028, -1.4455, 25.1888, -0.0048, -0.0038, 0.0321
O, 7.1547, 9.9161, 27.2353, -0.0039, -0.0099, 0.0291
O, 0.3745, 13.3776, 19.3519, -0.0135, 0, 0.0279
H, 2.1596, 0.539, 38.36, -0.2716, 0.2951, -0.2666
H, 0.5087, 2.1752, 38.36, 0.3553, -0.3168, -0.2743
H, 4.8936, 3.232, 38.2966, -0.2715, 0.3599, -0.2514
H, 3.2601, 4.8855, 38.2966, 0.2881, -0.3274, -0.2351
H, 0.5554, 7.6079, 38.2785, 0.2939, -0.2198, -0.2848
H, 2.1994, 5.9653, 38.2785, -0.2754, 0.3658, -0.2179
H, 4.904, 8.7011, 38.3631, -0.2425, 0.3338, -0.2549
H, 3.2535, 10.3376, 38.3631, 0.2721, -0.2666, -0.3215
H, 5.9557, 2.164, 38.2888, 0.3062, -0.3124, -0.2769
H, 7.6024, 0.5235, 38.2888, -0.3037, 0.3117, -0.242
H, 8.7048, 4.8908, 38.3566, 0.3318, -0.2547, -0.3101
H, 10.3365, 3.2357, 38.3566, -0.3426, 0.3421, -0.2548
H, 7.6281, 5.9616, 38.3793, -0.319, 0.2868, -0.2858
H, 5.9873, 7.608, 38.3793, 0.2915, -0.273, -0.2565
H, 8.6743, 10.3272, 38.3007, 0.3282, -0.2891, -0.2432
H, 10.3237, 8.6895, 38.3007, -0.2929, 0.2464, -0.2414
H, -0.8346, 3.5382, 6.0418, 0.2965, -0.367, 0.223
H, 0.8021, 1.8881, 6.0418, -0.3617, 0.2639, 0.2626
H, 1.8683, 0.8315, 6.0441, 0.3717, -0.2993, 0.2218
H, 3.521, -0.8029, 6.0441, -0.2752, 0.2112, 0.3328
H, -0.8291, 8.9584, 5.9397, 0.1487, -0.3969, 0.2611
H, 0.8369, 7.3376, 5.9397, -0.2018, 0.3882, 0.2877
H, 3.5417, 4.6047, 5.9406, -0.3454, 0.2701, 0.253
H, 1.9131, 6.263, 5.9406, 0.2959, -0.3149, 0.2543
H, 6.246, 1.8783, 5.9806, -0.4135, 0.1925, 0.3034
H, 4.6071, 3.5264, 5.9806, 0.3289, -0.2706, 0.2985
H, 8.9522, -0.8307, 5.9514, -0.2709, 0.2548, 0.2988
H, 7.3121, 0.8164, 5.9514, 0.3271, -0.3287, 0.2325
H, 6.2612, 7.3317, 6.0176, -0.2638, 0.3159, 0.2331
H, 4.6251, 8.9827, 6.0176, 0.281, -0.2703, 0.2395
H, 8.9979, 4.6006, 6.0646, -0.3043, 0.3494, 0.2592
H, 7.3496, 6.2396, 6.0646, 0.2552, -0.2782, 0.3073

Results
free energy: -136805.944 eV
free energy less fixed offsets of H -15.71, N -386.36, O -570.45, Si -639.56 eV per atom: 1.956 eV

The program warned: the cutoff lies below the one the program advises for these potential files; the forces do not sum to zero within the program's tolerance; empty levels may hold ghost states of the PAW files; the exchange-correlation potential is rough where the density is thin.
